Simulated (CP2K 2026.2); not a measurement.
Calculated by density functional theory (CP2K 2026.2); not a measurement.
Periodic cell of 1050 atoms, Si736O314, from a study of silicon, its oxide and their interface. The atomic structure is a simulated model.
Doubt: the forces sum to 1.52 eV/angstrom along one axis rather than to zero, so they err by at least 0.0014 eV/angstrom per atom on average; the grid cutoff is modest.

Settings
functional: PBE
method: Gaussian and plane waves
basis set: DZVP-MOLOPT-SR-GTH
pseudopotentials: GTH-PBE
grid cutoff: 350 Ry, relative cutoff 50 Ry
k points: Gamma only
occupations: fixed
spin: none
net charge: 0

Cell vectors (angstrom)
a  30.7742  0  0
b  0  15.3871  0
c  4.9794  4.0325  39.21

Atoms and the computed forces on them: element, x, y, z (angstrom), force x, y, z (eV/angstrom)
Si  31.7344  3.9832  30.9404  0.2017  -0.0434  0.6312
Si  31.2105  7.0089  30.5816  0.0509  0.0391  0.1653
Si  31.7489  12.2033  31.0445  0.1964  -0.0391  0.668
Si  32.6998  15.6896  33.2588  0.2289  -0.2049  0.614
Si  4.2852  4.0084  33.0808  0.0071  -0.0095  -0.0012
Si  5.1802  7.8493  31.1025  -0.28  -0.0058  0.6446
Si  5.2388  10.952  30.3035  -0.0263  -0.0126  0.2039
Si  5.4024  15.8245  31.0754  -0.287  -0.0179  0.6385
Si  8.4978  3.6419  31.2568  0.2914  0.1089  0.6198
Si  8.2298  7.922  31.1642  0.2688  -0.2265  0.4713
Si  8.1901  10.9894  30.4643  0.0235  0.0885  0.1101
Si  8.5156  15.8674  31.1224  0.2846  -0.2171  0.7267
Si  13.4637  3.4539  30.5404  -0.1309  -0.0056  0.1485
Si  13.1043  7.7839  31.0403  -0.4229  -0.0832  0.4623
Si  13.4603  10.8364  30.5659  -0.1478  -0.0578  0.0826
Si  12.8693  15.8072  30.2482  -0.0113  0.0501  0.2409
Si  5.4182  3.6234  31.0186  -0.4162  0.1142  0.6393
Si  4.2504  7.8661  33.2292  -0.0358  -0.0353  0.0296
Si  34.9724  11.7308  33.1789  -0.2401  -0.0035  0.642
Si  4.3472  15.5906  33.1852  -0.0061  -0.0251  -0.0058
Si  8.8947  17.4432  34.527  -0.0363  0.001  -0.0105
Si  9.4457  7.7502  33.1533  0.0207  -0.0069  0.0633
Si  9.4117  11.7154  33.1586  0.2946  -0.0749  0.5849
Si  9.4118  15.5188  33.264  -0.0092  0.0103  -0.0296
Si  11.9038  3.9378  33.2518  -0.2288  0.0131  0.678
Si  11.891  7.7438  33.0741  -0.0199  0.0238  0.074
Si  12.508  13.5473  34.3293  0.0161  -0.0163  -0.1079
Si  11.8034  15.5284  33.2567  -0.176  -0.0456  0.7584
Si  17.2192  3.9947  33.1477  0.0027  0.0057  0.0334
Si  17.2085  7.8684  33.053  0.1579  0.0022  0.5873
Si  17.1052  11.8126  33.2196  0.0275  0.012  0.0317
Si  19.6427  15.1993  28.1984  -0.0286  0.0241  0.0287
Si  4.8341  5.9102  34.3976  0.0309  0.0315  -0.0485
Si  4.8146  9.8093  34.4295  0.0142  0.0009  -0.0824
Si  4.8458  13.6444  34.4164  0.0294  0.0115  -0.0768
Si  4.85  17.524  34.445  0.0243  -0.0348  -0.0373
Si  8.8972  5.8966  34.4847  -0.0254  -0.0075  -0.0636
Si  8.8695  9.7338  34.3636  -0.0192  -0.0138  -0.0847
Si  8.8602  13.5917  34.4704  -0.0418  -0.0177  -0.0478
Si  9.5023  3.9678  33.3019  0.047  0.0084  0.0322
Si  12.5056  5.8971  34.4223  -0.0356  -0.0222  -0.1072
Si  12.4717  9.7106  34.3257  0.0038  -0.0036  -0.106
Si  11.8389  11.6188  33.0518  -0.1546  0.0223  0.6458
Si  12.5008  17.4247  34.4924  0.0223  -0.0139  -0.0824
Si  16.5788  5.9536  34.3325  -0.0189  0.0188  -0.0699
Si  16.5437  9.7905  34.3146  -0.0255  0.0104  -0.0588
Si  16.5337  13.6911  34.4864  -0.0217  0.0396  -0.0527
Si  16.5598  17.5456  34.4817  -0.0141  -0.0194  -0.057
Si  33.7901  5.9387  35.8941  0.0206  0.0092  -0.0538
Si  33.7497  9.8235  35.8906  -0.0202  0.0054  -0.0352
Si  33.8046  13.6859  35.9194  0.0004  -0.0102  -0.0307
Si  33.8371  17.5379  35.9738  0.0143  -0.0135  -0.058
Si  6.8446  5.926  35.6644  0.0006  0.0064  0.0382
Si  6.8545  9.7755  35.6397  0.0171  0.0025  0.0343
Si  6.8416  13.6212  35.6879  -0.008  0.007  0.0305
Si  6.8546  17.4916  35.7022  -0.0117  0.0144  0.0336
Si  10.7188  5.9198  35.9491  -0.0061  -0.0306  -0.0427
Si  10.6868  9.7618  35.8622  0.0113  0.0366  -0.0226
Si  10.7253  13.5835  35.8903  -0.01  -0.0014  -0.0098
Si  10.708  17.4523  35.9984  -0.0245  -0.0134  -0.0474
Si  14.5594  5.9385  35.6151  0.0028  0.0095  0.0307
Si  14.516  9.7654  35.5761  -0.0122  -0.0007  0.0252
Si  14.4939  13.6231  35.6577  -0.0216  0.0217  0.0212
Si  14.5344  17.4896  35.6987  -0.02  0.0078  0.0389
Si  33.7934  4.0648  37.2792  0.0083  0.0008  0.0072
Si  33.7745  7.8844  37.1996  -0.0014  0.0161  0.0167
Si  33.7693  11.7432  37.2223  -0.0146  0.0016  0.0171
Si  33.8035  15.5924  37.2583  0.0102  -0.0129  0.0242
Si  6.8542  4.0252  37.0849  0.0127  -0.001  -0.0057
Si  6.845  7.8615  37.0455  -0.0148  0.0009  -0.0207
Si  6.8508  11.6905  37.0543  0.0034  0.0064  -0.0008
Si  6.8473  15.5535  37.0724  -0.0003  -0.0096  -0.0091
Si  10.7116  4.0094  37.279  -0.007  -0.0068  0.0355
Si  10.7027  7.8637  37.2293  -0.0044  0.018  -0.0073
Si  10.7054  11.6713  37.2139  0.0094  0.0116  0.0252
Si  10.7206  15.5001  37.2516  0.014  -0.0045  0.0188
Si  14.5406  4.0393  37.0592  -0.0169  -0.0126  -0.0162
Si  14.5445  7.8655  37.0124  0.0029  0.0033  -0.0159
Si  14.5268  11.6816  37.0171  -0.0013  0.0052  -0.018
Si  14.5356  15.5477  37.0616  0.005  -0.0091  0.0012
Si  4.9814  4.0439  38.5365  0.0311  0.0115  0.0344
Si  4.959  7.8796  38.4883  0.0408  -0.0019  0.0236
Si  4.963  11.7127  38.4955  0.021  -0.0006  0.0182
Si  4.9821  15.5673  38.5321  0.0243  0.0078  0.019
Si  8.737  4.0207  38.5246  -0.0353  -0.0092  0.0205
Si  8.732  7.8615  38.4919  -0.0407  0.0043  0.0237
Si  8.7391  11.6974  38.4895  -0.0229  0  0.0317
Si  8.7411  15.535  38.5028  -0.0335  0.0093  0.0199
Si  12.6797  4.0271  38.5285  0.0164  -0.0075  0.0207
Si  12.6732  7.8668  38.4878  0.0441  0.0122  0.0243
Si  12.6658  11.6886  38.491  0.0218  -0.0028  0.0285
Si  12.6754  15.544  38.5269  0.0165  0.0077  0.0127
Si  16.4206  4.0333  38.5073  -0.0225  0.0031  0.0291
Si  16.4164  7.8804  38.4813  -0.0265  0.0006  0.0245
Si  16.4147  11.7159  38.4729  -0.0372  -0.0059  0.0213
Si  16.4246  15.5592  38.5023  -0.0219  0.0061  0.0272
Si  30.7012  1.919  11.5849  0.0267  -0.0035  -0.0178
Si  30.746  5.7897  11.5659  0.018  -0.0021  -0.028
Si  30.732  9.6159  11.5968  -0.0056  0.0013  -0.0159
Si  30.7812  13.448  11.6113  0.0166  0.0158  -0.0054
Si  3.7853  1.892  11.5829  -0.0151  -0.0008  -0.0339
Si  3.7677  5.7349  11.5689  -0.0165  -0.0115  -0.0094
Si  3.8134  9.6047  11.542  0.0047  0.0004  -0.0041
Si  3.7901  13.4736  11.5859  0.0034  -0.0049  -0.0289
Si  7.604  1.8829  11.4996  -0.0053  0.0099  -0.0177
Si  7.618  5.7213  11.4878  0.0062  -0.0051  -0.0236
Si  7.6374  9.6054  11.4993  -0.0133  -0.0134  -0.0179
Si  7.6379  13.4639  11.539  -0.0018  -0.0128  -0.0261
Si  11.4887  1.9141  11.4639  0.0219  0.0108  -0.0104
Si  11.4859  5.7521  11.4317  -0.018  -0.0062  -0.027
Si  11.5079  9.6181  11.462  -0.0001  0.0055  -0.0183
Si  11.5152  13.4636  11.4797  -0.0165  0.0054  -0.0246
Si  28.7873  1.9519  12.9746  -0.0182  0.0074  0.0927
Si  28.7955  5.8253  12.8718  -0.0074  0.0405  0.0103
Si  28.7844  9.6127  12.9528  -0.0091  -0.0076  -0.0123
Si  28.801  13.436  12.8776  -0.0168  -0.0376  -0.0115
Si  1.8488  1.8939  12.9424  0.0013  -0.0078  0.0028
Si  1.8613  5.7439  12.9854  0.0135  0.0129  0.0242
Si  1.914  9.5991  12.9246  -0.0039  -0.0033  0.0101
Si  1.9248  13.4951  13.0404  -0.0278  -0.0042  0.0426
Si  5.7233  1.8487  12.9287  0.0126  -0.0157  0.0627
Si  5.7161  5.7059  12.8798  0.0112  -0.0347  0.0026
Si  5.7413  9.6345  12.8973  0.0199  0.0026  0.0292
Si  5.7205  13.4556  12.9323  0.0075  0.0256  -0.0041
Si  9.5591  1.8568  12.7793  -0.075  -0.0262  0.0018
Si  9.5792  5.701  12.7667  -0.005  0.0125  0.0113
Si  9.5936  9.5691  12.7852  0.0187  0.0232  -0.0023
Si  9.6051  13.4992  12.8283  -0.0008  -0.0159  0.0281
Si  28.8307  15.3222  14.2449  -0.0264  0.0139  -0.0033
Si  28.7607  3.9726  14.2815  -0.0031  -0.0214  -0.0258
Si  28.7441  7.6808  14.3241  0.0268  0.0174  -0.0127
Si  28.7721  11.5507  14.2922  -0.0293  0.0113  -0.0361
Si  1.8849  15.4612  14.439  0.0115  -0.0343  -0.0036
Si  32.5468  3.7793  14.3327  -0.0302  0.0367  -0.036
Si  1.8984  7.6973  14.3265  -0.0355  -0.0123  -0.012
Si  1.9969  11.494  14.3161  0.0412  0.0136  -0.0173
Si  5.7235  15.3325  14.3597  -0.0145  -0.0098  -0.0338
Si  5.6786  3.7754  14.2611  -0.0306  0.0176  -0.0408
Si  5.7393  7.6643  14.1706  0.024  -0.0541  -0.0469
Si  5.7658  11.5522  14.3057  -0.0123  0.0156  -0.0397
Si  9.5479  15.4057  14.2288  0.0367  -0.0543  -0.0005
Si  9.5817  3.7647  14.0832  0.0259  0.0327  -0.0098
Si  9.5596  7.6109  14.0916  -0.0284  0.0176  -0.0651
Si  9.6488  11.524  14.0592  0.0115  -0.0244  -0.0404
Si  30.6397  15.4088  15.7443  0.0627  -0.0072  0.0817
Si  30.618  3.8423  15.7429  0.0185  -0.0544  0.045
Si  30.8694  5.7895  17.054  0.0644  -0.0395  -0.0119
Si  30.7623  11.5546  15.5204  0.0136  0.0033  0.0244
Si  3.8581  15.4567  15.8266  -0.0443  -0.0281  0.0016
Si  4.0311  2.0524  17.1918  0.0371  -0.0437  0.0389
Si  2.5258  9.2308  18.5374  0.532  -0.0774  -0.4071
Si  3.9219  11.4896  15.779  -0.0203  -0.0119  0.0154
Si  7.6801  15.2886  15.6876  0.0158  -0.0058  0.0307
Si  8.0036  5.7213  16.7619  -0.0086  0.0173  0.0744
Si  7.6846  7.6479  15.4504  0.0194  0.024  -0.0012
Si  7.8143  11.5463  15.4626  0.024  0.0556  0.0064
Si  11.475  15.3696  15.5771  -0.0194  -0.0167  0.0197
Si  11.3182  3.8518  15.6579  0.0375  0.0099  0.0351
Si  10.6133  9.5182  16.8961  -0.1549  0.0923  -0.5828
Si  11.3668  11.4736  15.6537  0.006  -0.0276  0.0838
Si  29.8857  1.9322  17.0001  -0.0308  -0.0029  -0.016
Si  30.7077  7.6793  15.6558  -0.0035  0.0396  0.0278
Si  30.6793  9.6903  16.8873  -0.012  -0.2038  -0.716
Si  31.0991  13.3867  16.9291  -0.2825  0.1978  -0.7082
Si  3.7254  3.7733  15.6195  -0.0107  0.0232  -0.0232
Si  3.9935  5.6968  16.8642  -0.0193  0.0185  -0.059
Si  3.9124  7.6711  15.6004  -0.0317  -0.0055  0.0091
Si  3.5145  13.4608  17.0668  0.3234  0.0339  -0.7173
Si  7.8183  1.9102  16.8844  -0.5419  0.0605  -0.286
Si  7.7177  3.7915  15.4459  -0.0554  0.0068  0.0096
Si  8.1894  9.5896  16.6718  0.0683  -0.058  0.0364
Si  8.4732  13.3391  16.8782  0.2101  0.1228  -0.563
Si  10.4872  17.2704  18.6533  0.4673  0.0022  -0.4982
Si  10.4574  5.6507  17.0505  -0.0042  -0.0584  -0.0176
Si  11.2344  7.5621  15.7266  0.001  0.0323  0.1038
Si  11.8358  13.1916  19.0764  -0.105  0.1304  -0.6195
Si  30.0105  13.9764  19.6772  -0.0046  -0.0461  -0.0671
Si  13.5949  5.8321  19.4509  0.0643  0.1317  -0.0429
Si  6.4333  9.6231  18.2  -0.1318  -0.0706  -0.6853
Si  30.7058  17.0097  19.1929  -0.2914  0.0962  -0.6436
Si  3.0419  17.229  19.3472  0.3141  0.2214  -0.5941
Si  32.9186  6.0913  18.2809  0.0809  -0.1792  -0.6672
Si  4.2877  9.4923  17.0477  0.0458  0.0659  0.0276
Si  4.2396  14.4033  19.8772  0.0413  0.0002  -0.1452
Si  6.0914  2.7679  18.1656  -0.0141  0.2332  -0.5638
Si  5.9985  5.2511  18.0279  0.2196  -0.3557  -0.4271
Si  5.4344  9.3871  22.2515  0.0763  -0.0739  -0.1326
Si  7.0005  14.4737  21.0577  0.02  -0.0608  -0.0014
Si  11.9856  1.9068  16.859  0.0486  -0.0087  0.0477
Si  10.8922  4.8367  19.2638  -0.1301  0.3655  -0.6607
Si  12.5543  10.0856  18.9629  0.0408  -0.2121  -0.1009
Si  10.941  13.4612  16.8784  -0.0101  -0.0151  -0.0587
Si  9.6398  11.9957  28.0745  -0.0695  -0.0055  0.0227
Si  11.805  11.8373  25.9877  0.0917  0.0155  0.0497
Si  31.7052  13.8615  24.3068  0.0538  -0.0022  0.0552
Si  31.0308  12.1182  22.0665  0.0158  -0.0099  -0.1154
Si  7.0017  5.1802  22.0732  0.0877  0.0048  -0.1245
Si  31.6411  5.4647  20.8334  -0.0396  -0.0565  -0.1803
Si  3.6868  13.8941  22.7295  0.024  0.0084  0.0084
Si  5.4159  2.7859  21.0041  -0.0883  -0.1612  -0.1119
Si  6.1721  7.3425  20.2773  -0.0567  -0.0688  -0.1119
Si  4.764  9.3125  25.1972  0.0295  -0.1684  -0.0574
Si  6.5013  5.1523  25.1118  -0.0647  -0.0731  0.0591
Si  15.82  16.9113  24.2355  -0.0552  0.1418  -0.0068
Si  9.937  5.2643  22.103  0.046  0.0225  -0.1463
Si  8.4722  10.2316  21.5325  -0.0732  -0.0212  -0.0155
Si  10.03  14.9207  20.6577  -0.013  0.0559  -0.1054
Si  8.0465  12.7752  25.7296  0.1072  -0.0833  0.0204
Si  9.792  10.8072  24.0492  0.0612  -0.0623  -0.0135
Si  31.266  15.2363  30.6255  -0.0165  0.0821  0.117
Si  14.8689  2.8801  21.765  -0.0251  0.0822  -0.1026
Si  10.1809  8.2217  22.7116  0.0053  0.0199  -0.006
Si  7.7014  2.734  26.474  0.0909  0.1101  0.0404
Si  13.0409  8.2715  21.3635  0.0759  -0.0375  -0.1226
Si  17.8678  2.7728  25.9407  -0.0161  -0.1236  0.1
Si  5.035  12.4588  25.0278  -0.116  -0.0918  -0.0298
Si  12.1615  3.1719  23.0851  0.0527  0.0064  -0.0253
Si  31.7542  8.7503  28.0407  -0.0317  0.0503  0.1209
Si  33.369  13.1857  26.807  -0.0025  0.0406  0.0575
Si  9.4285  4.3497  28.4401  -0.0061  0.0847  0.0574
Si  11.3379  15.6946  23.3103  0.0205  -0.001  -0.0762
Si  5.2406  16.6022  26.2427  -0.0297  -0.0791  -0.0929
Si  5.6785  15.9925  23.1976  0.0414  0.0483  0.0042
Si  13.2268  17.6745  25.8095  -0.1163  -0.0723  0.0044
Si  7.4301  11.9993  19.554  -0.009  0.0518  -0.2123
Si  12.9209  14.6523  25.4933  -0.0313  0.0972  -0.0326
Si  9.3992  15.5838  25.7829  -0.0498  -0.0561  0.1347
Si  3.5738  5.2467  26.2228  0.0634  0.0083  0.1194
Si  13.6573  10.114  27.6053  -0.0063  -0.0261  0.1249
Si  15.9041  7.9442  22.451  0.0044  -0.0436  -0.0105
Si  17.6748  10.1264  21.2604  0.0616  0.0654  -0.0155
Si  12.1065  7.4845  28.065  0.0526  -0.0606  0.1508
Si  33.4914  10.9281  28.7458  0.0913  0.0075  0.1081
Si  32.4829  17.2089  28.7799  -0.048  0.0464  0.0945
Si  9.1328  7.335  28.2525  -0.0154  -0.0359  0.0658
Si  10.3796  14.8417  28.7287  -0.1154  0.1305  0.153
Si  6.5781  7.4692  26.9687  -0.1075  0.0195  0.0592
Si  4.7204  5.8515  28.9321  0.0107  0.0255  0.0609
Si  32.9297  7.8327  25.4024  0.0206  0.0254  0.0841
Si  12.4984  4.479  27.9342  -0.0847  0.1146  -0.0038
Si  16.5125  3.9375  30.8997  0.2814  -0.0382  0.5927
Si  15.9019  6.923  30.4244  0.0356  0.0843  0.1593
Si  16.3284  12.0977  31.0456  0.1459  0.0066  0.669
Si  17.0519  15.6324  33.2507  0.287  -0.1297  0.5846
Si  19.5997  4.0368  33.1974  -0.1595  0.006  0.6785
Si  20.6421  7.8789  31.0864  -0.2999  -0.0968  0.5902
Si  20.6072  11.0017  30.3351  -0.018  0.0192  0.1945
Si  21.0718  16.0264  30.5492  -0.0462  0.0732  0.1723
Si  24.0863  3.8145  31.1817  0.2757  0.136  0.6977
Si  23.672  8.0482  31.0893  0.3609  -0.2374  0.4722
Si  23.5717  11.1069  30.3606  0.1265  0.1081  0.1049
Si  24.0365  16.0502  31.1919  0.2995  -0.1519  0.7073
Si  28.6895  3.4483  30.7131  -0.0616  -0.0424  0.0711
Si  28.4687  7.9381  31.1551  -0.4305  -0.0938  0.4281
Si  28.8814  10.9478  30.6571  -0.114  -0.0872  0.0498
Si  28.2254  15.8004  31.104  -0.1797  0.161  0.6244
Si  21.0959  3.7727  30.4486  -0.0913  0.0009  0.1726
Si  19.6175  7.8532  33.1744  -0.0092  -0.0163  0.0409
Si  19.5208  11.7595  33.1706  -0.1971  -0.0509  0.6816
Si  19.4825  15.6232  33.189  -0.1905  -0.0298  0.7735
Si  24.2982  17.5147  34.5357  0.0094  0.0175  -0.0002
Si  24.8395  7.8471  33.1218  -0.0163  0.0027  0.0476
Si  24.8075  11.8089  33.0818  0.245  -0.0811  0.5737
Si  24.941  15.6281  33.269  0.0182  0.0492  0.0296
Si  27.2477  4.0789  33.3662  -0.2139  -0.1029  0.6211
Si  27.2561  7.851  33.1508  -0.0111  0.0393  0.0582
Si  27.9199  13.6457  34.3527  0.0116  -0.0378  -0.0584
Si  27.3449  15.6541  33.2552  -0.0161  0.0145  0.0059
Si  32.655  4.0021  33.1044  0.0135  0.0093  0.0196
Si  32.6175  7.8859  33.1618  0.1852  -0.004  0.6113
Si  32.5595  11.8127  33.195  0.0366  0.0162  0.0419
Si  3.9785  15.2699  28.5181  0.018  -0.0257  0.0539
Si  20.2027  5.9561  34.4325  0.0469  -0.0129  -0.0759
Si  20.1768  9.8143  34.3792  0.0109  -0.0088  -0.1001
Si  20.1858  13.6871  34.3717  0.0219  0.0143  -0.1026
Si  20.2077  17.5053  34.4344  0.0258  -0.0573  -0.1069
Si  24.262  6.0143  34.4905  -0.0131  -0.0072  -0.0525
Si  24.2465  9.8311  34.3196  -0.0159  -0.0042  -0.0816
Si  24.2688  13.6824  34.4114  -0.0169  -0.0498  -0.0446
Si  24.8528  4.0752  33.3463  0.0322  -0.0012  0.0101
Si  27.8854  6.0139  34.5036  -0.0274  -0.0012  -0.0733
Si  27.8517  9.8152  34.369  0.0172  -0.0086  -0.0929
Si  27.2313  11.7273  33.0898  -0.1689  0.0363  0.6021
Si  27.9149  17.5355  34.5383  0.0117  0.0311  -0.0499
Si  31.9989  5.9358  34.3642  -0.0238  0.0165  -0.0893
Si  31.9477  9.8322  34.3551  -0.0274  0.007  -0.087
Si  31.9951  13.7288  34.4278  -0.0069  0.0124  -0.0774
Si  32.0422  17.5646  34.4901  -0.0359  0.0037  -0.0517
Si  18.3628  5.9664  35.8879  -0.0008  -0.0263  -0.0535
Si  18.3482  9.8066  35.8554  -0.0123  0.0127  -0.049
Si  18.3956  13.6906  35.9126  -0.006  0.0016  -0.0199
Si  18.3968  17.5214  35.9401  -0.0086  0.0125  -0.0245
Si  22.2206  5.9892  35.6783  -0.0132  -0.0065  0.0425
Si  22.2259  9.8194  35.5979  0.006  0.0025  0.0331
Si  22.2216  13.6855  35.6265  -0.0206  -0.0007  0.0277
Si  22.233  17.5019  35.6864  -0.0183  0.0065  0.041
Si  26.073  6.016  35.9841  -0.0194  -0.027  -0.0453
Si  26.0428  9.8471  35.8643  -0.0001  0.0275  -0.0201
Si  26.1093  13.6542  35.8815  0.0059  -0.0274  -0.045
Si  26.1021  17.5299  36.0241  -0.0147  0.012  -0.0768
Si  29.9665  5.9772  35.6427  0.0239  -0.0075  0.0252
Si  29.9095  9.821  35.5982  -0.0103  -0.0081  0.0295
Si  29.9401  13.6783  35.6274  -0.0071  0.0361  0.0245
Si  29.9795  17.5336  35.6916  0.0019  -0.0105  0.0391
Si  18.384  4.0621  37.2412  -0.0072  -0.0099  0.0319
Si  18.3749  7.8963  37.2027  -0.0006  0.0012  0.0174
Si  18.3755  11.7314  37.1936  0.001  0.0171  0.0131
Si  18.4023  15.5932  37.252  0.027  -0.0051  0.0507
Si  22.2348  4.0545  37.0607  0.0197  -0.0048  -0.0013
Si  22.2264  7.9223  37.0458  -0.0049  0.002  -0.0249
Si  22.231  11.7422  37.0059  0.0146  0.0213  -0.0096
Si  22.2359  15.5783  37.0649  0.0002  -0.0012  -0.0092
Si  26.0885  4.0853  37.2932  0.0001  0.0003  0.0521
Si  26.0707  7.9542  37.2492  -0.0097  0.0179  0.0018
Si  26.0805  11.7476  37.2135  0.0029  -0.0127  0.0327
Si  26.1028  15.5608  37.2542  0.0031  -0.0081  -0.0024
Si  29.946  4.0714  37.0703  -0.0115  -0.0017  -0.0111
Si  29.9449  7.91  37.0262  0.0064  0.011  -0.0124
Si  29.9292  11.7424  37.0155  0.0017  -0.0057  -0.0153
Si  29.9446  15.5873  37.0528  0.0079  -0.0078  -0.0019
Si  20.3543  4.0579  38.5059  0.0186  -0.0029  0.0207
Si  20.3398  7.905  38.4837  0.0396  -0.0046  0.0269
Si  20.3492  11.7315  38.466  0.0205  0.004  0.015
Si  20.3652  15.5839  38.5182  0.0026  0.005  0.0181
Si  24.1077  4.06  38.5241  -0.0313  -0.0061  0.0179
Si  24.1037  7.9189  38.5064  -0.038  0.0093  0.0297
Si  24.1081  11.7499  38.4751  -0.0259  -0.0122  0.0337
Si  24.1252  15.5738  38.5048  -0.0424  0.0043  0.027
Si  28.0693  4.0708  38.5285  0.0079  -0.0127  0.0145
Si  28.058  7.9177  38.4885  0.0427  0.0051  0.023
Si  28.0522  11.7427  38.4811  0.0253  0.0002  0.0276
Si  28.0685  15.5831  38.5151  0.0357  0.0128  0.0153
Si  31.8166  4.0543  38.5251  -0.0269  0.0009  0.029
Si  31.8163  7.8972  38.4884  -0.0245  -0.0005  0.0243
Si  31.8016  11.7403  38.4886  -0.0278  -0.0068  0.0194
Si  31.8212  15.5802  38.5062  -0.0233  -0.0016  0.024
Si  15.3056  1.9561  11.6129  0.029  0.0064  -0.0053
Si  15.3224  5.794  11.6006  0.011  0.0014  -0.0145
Si  15.3119  9.6079  11.6149  -0.0056  -0.0189  0.0008
Si  15.3747  13.4637  11.6172  0.0023  0.0003  -0.0021
Si  19.1598  1.9418  11.6333  -0.0133  -0.0223  -0.0294
Si  19.1471  5.7795  11.621  -0.0056  0.0223  -0.0113
Si  19.1989  9.6509  11.5611  0.0099  0.0079  -0.0112
Si  19.1939  13.5132  11.6686  -0.0012  0.0019  -0.0099
Si  22.9976  1.9396  11.5296  -0.0177  0.0091  -0.0213
Si  22.9984  5.7718  11.5134  0.0006  0.0053  -0.0358
Si  23.0128  9.657  11.4958  -0.0074  -0.0131  -0.021
Si  23.0385  13.5012  11.5631  -0.009  -0.0149  -0.0213
Si  26.9314  1.9278  11.5049  0.006  0.0022  -0.0133
Si  26.9003  5.7952  11.4776  -0.0133  -0.0137  -0.0124
Si  26.923  9.6331  11.4948  0.0028  0.0129  -0.0299
Si  26.8871  13.4866  11.5185  -0.0002  -0.0078  -0.0295
Si  13.3295  1.9866  12.917  -0.037  0.0315  0.0557
Si  13.3302  5.7944  12.8664  0.0006  0.042  0.0219
Si  13.3318  9.6258  12.9461  -0.0272  -0.002  0.0134
Si  13.3972  13.411  12.89  -0.0183  -0.0428  0.0121
Si  17.2177  1.9803  13.0096  -0.0083  0.0136  0.0028
Si  17.2166  5.7761  13.0246  0.0116  -0.0132  0.0104
Si  17.2837  9.6103  12.9215  0.0044  -0.0058  -0.0119
Si  17.2676  13.5309  13.0649  0.0026  0.004  0.0189
Si  21.1136  1.9229  12.9674  0.003  0.0113  0.0529
Si  21.107  5.7839  12.9335  0.0339  -0.0116  0.0186
Si  21.132  9.6837  12.916  0.0136  -0.0111  0.0004
Si  21.1683  13.5198  13.0058  0.0455  0.0214  -0.0006
Si  24.9794  1.916  12.7779  -0.0181  -0.0156  -0.0117
Si  24.9637  5.7714  12.7861  -0.0095  0.0156  -0.0106
Si  24.9717  9.6648  12.7691  0.0035  0.0102  -0.0316
Si  24.9792  13.5122  12.8963  -0.016  -0.0167  0.0098
Si  13.333  15.3685  14.1456  0.023  0.023  0.0266
Si  13.2732  3.9474  14.2946  -0.038  -0.0208  -0.022
Si  13.1804  7.671  14.2727  -0.0239  -0.0106  -0.0576
Si  13.3651  11.5322  14.3535  -0.0092  0.0386  -0.0075
Si  17.2424  15.5128  14.4557  -0.0241  -0.0532  0.0385
Si  17.1426  3.8662  14.4543  -0.045  0.0121  -0.0165
Si  17.2529  7.7316  14.3499  0.0074  0.0358  -0.0393
Si  17.3137  11.5003  14.3004  0.015  0.0173  -0.0265
Si  21.2209  15.4318  14.4206  -0.0341  -0.0307  -0.0525
Si  21.0518  3.8559  14.3082  -0.0483  -0.0226  -0.0222
Si  21.1151  7.7504  14.2413  0.0085  -0.0107  -0.0678
Si  21.2248  11.5789  14.3417  -0.0074  -0.0068  -0.0505
Si  24.9907  15.4724  14.224  0.0436  -0.0196  0.003
Si  24.9949  3.8219  14.0883  0.0297  0.0375  -0.0207
Si  24.9263  7.7335  14.0516  -0.05  -0.021  -0.0765
Si  25.0149  11.5393  14.1686  0.0248  -0.0251  -0.0287
Si  15.1182  15.6138  15.6208  0.1783  0.4622  -0.4096
Si  15.1069  3.9134  15.7701  0.0486  0.0198  0.0209
Si  15.1303  5.973  16.8981  -0.1106  -0.1707  -0.672
Si  15.3666  11.436  15.6244  -0.0451  -0.0024  0.0685
Si  19.2811  15.5167  15.7661  -0.0371  -0.0305  0.0146
Si  19.5638  2.0658  17.1625  0.0251  -0.0585  0.0147
Si  17.6387  9.2942  18.525  0.3665  0.1241  -0.5922
Si  19.2758  11.536  15.6442  0.0037  0.0743  0.0248
Si  23.2206  15.5069  15.7787  0.0056  -0.0125  0.0822
Si  23.4174  5.8122  16.6578  0.0066  -0.0244  0.0641
Si  23.0909  7.7889  15.4972  -0.0207  0.0686  0.0283
Si  23.2084  11.5586  15.6608  0.0172  0.004  0.0857
Si  26.9111  15.3827  15.5774  -0.0174  0.0049  -0.003
Si  26.8027  3.9265  15.5982  -0.008  0.035  0.0591
Si  26.1723  9.5605  16.8826  -0.2138  0.1067  -0.5651
Si  26.8344  11.5122  15.6672  0.0305  -0.0572  0.0679
Si  14.3827  2.0055  16.9817  -0.0451  0.0155  0.0182
Si  15.1564  7.7562  15.4735  0.0126  0.0303  0.0283
Si  14.9882  9.5612  16.9348  0.0537  0.0408  -0.733
Si  15.7413  13.0873  17.1916  -0.1087  -0.4779  -0.3655
Si  19.1359  3.8944  15.7518  0.0107  0.0303  0.0084
Si  19.5423  5.7965  17.0807  -0.0782  0.085  0.0096
Si  19.2667  7.6972  15.6731  -0.0205  0.0161  0.0547
Si  18.9109  13.4779  16.9066  0.2834  0.0423  -0.6714
Si  23.5045  2.1629  17.0523  0.0664  -0.0183  -0.0381
Si  23.1137  3.8557  15.4436  -0.0346  0.0426  -0.0059
Si  23.7302  9.5856  16.9124  0.2239  0.05  -0.5652
Si  23.9283  13.491  16.8521  0.2108  0.0527  -0.6483
Si  25.6364  2.2346  18.3251  -0.014  -0.4068  -0.2771
Si  25.8454  5.8364  16.7826  -0.0865  -0.1402  -0.683
Si  26.6952  7.6861  15.5543  0.0236  -0.029  0.0868
Si  26.9724  13.5738  19.2126  -0.006  -0.069  -0.7253
Si  14.7362  13.8362  19.835  0.0262  -0.0237  -0.1134
Si  29.3722  5.9904  18.8459  0.2654  -0.1497  -0.4693
Si  21.7305  9.9541  19.1497  -0.0381  -0.1009  -0.1256
Si  15.2436  16.8763  19.1096  -0.3333  0.045  -0.5037
Si  18.321  17.0323  19.1123  0.4147  0.1274  -0.5586
Si  17.841  6.2453  18.6357  0.53  -0.1669  -0.2927
Si  19.3259  9.6285  17.0101  -0.4503  0.0261  -0.2189
Si  19.6559  14.3862  19.6088  -0.0927  0.0571  -0.0542
Si  21.592  2.8891  18.2198  0.0226  0.1368  -0.436
Si  21.5991  5.3436  18.151  0.0571  0.0105  0.0161
Si  20.4814  8.651  21.6608  -0.0313  0.0309  -0.1348
Si  22.3268  15.1072  20.6507  -0.0548  -0.0333  -0.0178
Si  27.3952  1.9585  16.7895  0.0776  -0.0044  0.0463
Si  26.6586  4.993  19.4757  -0.0518  -0.0637  -0.028
Si  28.3536  8.9721  18.8009  -0.0324  0.0212  -0.0626
Si  26.3798  13.4794  16.8943  -0.0268  0.0182  0.0479
Si  25.0406  12.1576  27.9721  -0.0438  -0.014  -0.0506
Si  27.4551  12.2269  26.1796  -0.0606  0.0147  0.0905
Si  15.7907  13.9057  25.0018  -0.0439  -0.1099  -0.0603
Si  16.4034  12.8419  22.3563  0.0043  -0.1202  -0.2543
Si  23.3082  4.8473  22.3603  0.1187  -0.0194  -0.0634
Si  16.3125  5.2593  20.9449  0.0644  0.0923  -0.1328
Si  19.1588  13.9829  22.4634  0.0599  0.014  -0.0335
Si  20.3182  3.0398  20.904  0.0757  -0.0637  -0.2288
Si  21.2301  5.8418  20.4555  0.138  0.0467  -0.6263
Si  20.3755  9.2474  24.629  -0.063  -0.189  -0.0629
Si  22.0075  5.0791  25.0474  -0.0607  0.0116  0.0733
Si  31.0336  16.8185  24.1525  -0.0646  0.0096  0.0263
Si  26.0924  6.0804  22.456  0.0365  -0.089  -0.1437
Si  25.699  11.4553  20.9044  0.0006  0.0486  0.0012
Si  25.1011  15.995  19.8924  0.2198  0.3462  -0.4993
Si  23.4649  13.1789  25.5204  0.1764  -0.0879  0.033
Si  25.6746  11.6744  23.8566  -0.0168  -0.0255  -0.0067
Si  15.8416  15.0724  30.4085  0.0613  0.0931  0.2326
Si  30.1402  2.9787  21.7431  -0.1328  0.042  -0.0612
Si  26.4532  9.2273  22.6153  -0.0331  0.0023  -0.0124
Si  23.2124  2.7515  26.7412  -0.003  0.0804  -0.0483
Si  29.2869  9.4841  21.8027  -0.027  -0.0811  -0.0422
Si  33.1198  17.9015  25.9407  -0.0753  0.006  0.1029
Si  20.4908  12.3393  24.8402  -0.0601  0.0376  -0.0445
Si  27.5092  3.806  23.3499  0.1065  -0.0441  0.104
Si  16.3879  8.6833  27.8866  -0.0675  -0.0063  0.0739
Si  18.1549  12.9562  26.9003  0.0439  0.0682  0.001
Si  24.9326  4.4933  28.459  0.0653  0.0293  0.0395
Si  24.9105  17.6796  22.4356  -0.0489  0.1255  0.0128
Si  20.6972  16.7457  26.0126  0.0266  -0.0033  -0.0899
Si  20.9303  16.3996  22.9733  -0.0269  -0.068  -0.0722
Si  28.6717  17.9075  25.8505  -0.1609  -0.0275  0.0077
Si  23.0524  12.4986  19.6987  0.061  0.0044  -0.0729
Si  27.1519  15.3096  26.5085  0.0142  -0.063  -0.0109
Si  24.6652  16.0289  25.0774  0.1047  0.0048  -0.0452
Si  19.0061  5.5161  26.0243  0.1648  0.0762  0.0395
Si  29.1308  10.2629  27.6938  -0.0356  -0.0536  0.1238
Si  31.8192  7.9003  22.5912  -0.0659  0.0431  -0.0904
Si  2.7277  10.3185  21.4739  -0.0723  -0.0266  -0.072
Si  27.5812  7.6557  28.144  0.0586  -0.0433  0.1299
Si  18.0694  10.8062  28.8462  0.1229  -0.0165  0.1008
Si  17.3587  17.1458  28.7524  -0.0372  0.1063  0.1557
Si  24.5974  7.4733  28.1202  -0.0192  -0.0225  0.1015
Si  26.0238  14.7412  29.2258  0.0414  0.1521  0.1132
Si  22.178  7.5896  26.6108  -0.0638  0.0041  -0.0265
Si  20.2989  6.1203  28.6476  0.0014  0.015  0.0968
Si  17.6167  8.0296  25.0815  -0.0136  0.023  0.0402
Si  27.9379  4.5953  27.9463  -0.1541  0.0351  0.067
Si  30.7576  13.4638  0.6705  -0.0091  0.0045  -0.0086
Si  30.754  1.9401  0.6648  -0.0115  -0.0174  -0.0051
Si  30.7452  5.7638  0.6497  -0.0188  0.0042  -0.0087
Si  30.7539  9.6001  0.6583  -0.0104  -0.0001  -0.0113
Si  3.7716  13.4359  0.6496  0.0133  0.0042  -0.0099
Si  3.7656  1.9175  0.6581  0.0152  -0.0062  -0.0052
Si  3.7633  5.7497  0.647  0.0157  0.002  -0.0137
Si  3.7663  9.5847  0.6509  0.0081  -0.0004  -0.0134
Si  7.6811  13.4464  0.6636  -0.0172  0.0036  -0.0095
Si  7.6784  1.923  0.6606  -0.0259  -0.0008  -0.0088
Si  7.6787  5.7478  0.6539  -0.0092  -0.0031  -0.0119
Si  7.6801  9.5797  0.6555  -0.0037  0.0021  -0.0131
Si  11.4566  13.4569  0.6511  0.0047  -0.0123  -0.0112
Si  11.4558  1.93  0.6479  0.0155  -0.0024  -0.0097
Si  11.4559  5.7685  0.6396  0.0194  -0.0013  -0.0095
Si  11.4563  9.5995  0.6447  0.0142  0.0048  -0.0124
Si  15.3686  13.4824  0.6549  -0.0058  -0.0009  -0.012
Si  15.3642  1.9513  0.6469  -0.0093  -0.0025  -0.0132
Si  15.3598  5.7896  0.6402  -0.0146  -0.0017  -0.012
Si  15.3639  9.6133  0.6425  -0.0125  -0.0017  -0.0138
Si  19.1531  13.4748  0.6506  0.0161  -0.0032  -0.006
Si  19.1436  1.9584  0.657  0.0102  -0.0016  -0.0036
Si  19.1428  5.8068  0.6503  0.0118  -0.007  -0.0105
Si  19.147  9.6229  0.6528  0.0103  0.0053  -0.011
Si  23.0658  13.4839  0.6584  -0.0199  -0.0029  0.0007
Si  23.063  1.9673  0.6604  -0.0122  -0.0017  -0.0044
Si  23.0674  5.7981  0.6519  0.0033  -0.0013  -0.0102
Si  23.0655  9.6233  0.6554  -0.0048  0.0008  -0.0089
Si  26.844  13.4728  0.6604  0.0061  -0.0065  -0.0104
Si  26.8427  1.9508  0.6605  0.0155  0.0027  -0.0046
Si  26.845  5.7855  0.646  0.0166  -0.0011  -0.0069
Si  26.8426  9.6235  0.6551  0.0101  -0.0019  -0.0093
Si  1.8817  13.4514  2.0444  -0.0019  0.0003  0.0167
Si  1.8746  1.9255  2.0462  -0.0011  0.0111  0.023
Si  1.869  5.7614  2.0349  0.0038  -0.0004  0.0268
Si  1.8749  9.5977  2.0408  0.0014  -0.0027  0.0195
Si  5.7206  13.4473  1.9853  -0.0027  0.0096  0.0046
Si  5.719  1.9162  1.9871  -0.0003  0.0082  0.0063
Si  5.7174  5.751  1.981  0.0012  -0.0045  0.0036
Si  5.7199  9.5936  1.9832  -0.0031  0.0061  -0.0004
Si  9.5725  13.4512  2.0504  0.0006  -0.0047  0.0167
Si  9.5712  1.9208  2.0468  0.0014  0.0101  0.0196
Si  9.5715  5.7617  2.0426  -0.0032  -0.0006  0.0243
Si  9.5712  9.5977  2.045  -0.0026  -0.0018  0.0165
Si  13.4139  13.466  1.9845  0.0029  0.0023  0
Si  13.4124  1.9337  1.9819  0.0014  -0.002  0.0029
Si  13.4103  5.7772  1.9796  0.0016  0.0022  0.007
Si  13.413  9.6114  1.9801  0.0011  -0.0099  0.0036
Si  17.2625  13.4776  2.0414  0.0003  0.0041  0.016
Si  17.2536  1.9493  2.0424  0.0002  0.0053  0.0184
Si  17.2516  5.7934  2.0376  0.0085  0.0012  0.0236
Si  17.2544  9.6242  2.0386  0.0033  -0.0072  0.0198
Si  21.1057  13.4828  1.9868  -0.0044  0.0033  0.0077
Si  21.1014  1.952  1.9879  -0.0046  -0.0032  0.0045
Si  21.1034  5.7949  1.9821  -0.0072  -0.0042  0
Si  21.1043  9.6301  1.9866  -0.0027  0.0017  0.0023
Si  24.9531  13.4787  2.054  0.0011  -0.0077  0.0184
Si  24.9521  1.9522  2.0536  0.0037  0.0112  0.0195
Si  24.9563  5.7902  2.048  -0.0049  -0.0044  0.0197
Si  24.9528  9.6277  2.0516  -0.0009  -0.0027  0.0157
Si  28.7983  13.4675  1.994  0.0054  0.001  0.0031
Si  28.7974  1.9368  1.9934  0.0032  0.0009  0.0042
Si  28.795  5.7761  1.9876  -0.0007  -0.0013  0.0067
Si  28.7981  9.615  1.9893  -0.0011  -0.0076  0.0042
Si  1.8748  15.3809  3.3874  0.0067  0.0019  -0.0149
Si  1.8723  3.8453  3.3954  0.0012  -0.0045  -0.0105
Si  1.8724  7.6807  3.3943  0.0001  0.0021  -0.0111
Si  1.8758  11.5251  3.3888  -0.0057  0.0002  -0.0169
Si  5.7147  15.3744  3.3485  -0.0002  -0.0021  -0.0159
Si  5.715  3.8352  3.3579  -0.0014  0.0003  -0.0144
Si  5.7149  7.6737  3.3529  0.0015  -0.002  -0.0205
Si  5.719  11.5222  3.3496  0.0038  0.004  -0.019
Si  9.5715  15.3799  3.3957  -0.0046  0.0024  -0.0094
Si  9.5715  3.8411  3.3993  0.0041  -0.001  -0.0049
Si  9.5695  7.6812  3.4025  0.0073  0.0037  -0.0059
Si  9.5712  11.5247  3.397  -0.0006  -0.0001  -0.0066
Si  13.4187  15.393  3.3506  -0.0016  0.0032  -0.0192
Si  13.4172  3.8544  3.3544  0.0032  0.0019  -0.0158
Si  13.4164  7.6952  3.3587  -0.0026  0.001  -0.0135
Si  13.4189  11.5387  3.3508  0.001  -0.002  -0.0171
Si  17.2622  15.4053  3.3876  0.0068  -0.0004  -0.017
Si  17.2595  3.8699  3.3926  -0.0078  -0.0006  -0.0116
Si  17.2582  7.7091  3.3987  -0.0036  -0.0007  -0.0108
Si  17.2606  11.5509  3.3891  -0.0121  -0.0017  -0.0162
Si  21.1015  15.4096  3.3557  0.0019  -0.0023  -0.0127
Si  21.0988  3.8726  3.3601  0.0049  0.0033  -0.0164
Si  21.1035  7.7111  3.3633  0.0073  -0.0022  -0.0191
Si  21.1019  11.5581  3.3572  0.0018  0.0012  -0.0157
Si  24.9512  15.4081  3.4013  -0.0054  0.0025  -0.0095
Si  24.9513  3.8698  3.4095  0.0027  -0.0038  -0.0019
Si  24.9528  7.709  3.41  0.009  0.0034  -0.0038
Si  24.9489  11.5531  3.4051  -0.0007  -0.0021  -0.0055
Si  28.7984  15.3948  3.3575  -0.0043  0.0029  -0.019
Si  28.7962  3.8567  3.3636  -0.0031  0.002  -0.0164
Si  28.7982  7.6961  3.3628  0.0009  -0.0015  -0.0146
Si  28.7991  11.5412  3.3586  -0.0024  -0.0014  -0.0187
Si  30.7183  15.386  4.7304  0.0125  -0.0051  0.0098
Si  30.716  3.8479  4.7369  0.0141  0.0012  0.0144
Si  30.7172  7.6919  4.7382  0.0118  0  0.0166
Si  30.72  11.5364  4.7312  0.0151  0.0001  0.0141
Si  3.8013  15.376  4.7325  -0.0129  0.0074  0.0171
Si  3.8001  3.8378  4.7389  -0.0132  0.0042  0.0169
Si  3.8026  7.6796  4.7378  -0.0093  -0.0001  0.0148
Si  3.8045  11.5266  4.7323  -0.0123  0.001  0.0132
Si  7.6286  15.3745  4.7245  -0.0026  0.0028  0.0125
Si  7.6308  3.8353  4.7316  0.0076  0.0007  0.0134
Si  7.6265  7.6808  4.7332  -0.0037  -0.0009  0.0123
Si  7.6307  11.5254  4.7299  -0.0017  0.004  0.0168
Si  11.5089  15.3838  4.7341  0.0022  0.0014  0.013
Si  11.5065  3.8439  4.7384  -0.0065  -0.0009  0.0163
Si  11.5054  7.6908  4.7419  -0.004  -0.0039  0.0207
Si  11.5081  11.534  4.7355  -0.0051  -0.0008  0.0156
Si  15.3356  15.3966  4.7332  0.0149  -0.003  0.0108
Si  15.3338  3.8584  4.7371  0.0249  -0.0004  0.0151
Si  15.3321  7.7041  4.7439  0.0183  -0.0004  0.0186
Si  15.3352  11.5476  4.7352  0.0151  0.0004  0.0137
Si  19.186  15.4076  4.7402  -0.0239  0.0028  0.0172
Si  19.1847  3.867  4.7453  -0.0167  0.0005  0.014
Si  19.1879  7.7117  4.7463  -0.0134  -0.0031  0.013
Si  19.1866  11.5585  4.742  -0.0152  -0.0007  0.0129
Si  23.0135  15.4085  4.7406  0.0022  0.0001  0.0151
Si  23.011  3.867  4.7449  0.0072  -0.0021  0.0135
Si  23.0135  7.7121  4.7501  0.0003  -0.0034  0.0144
Si  23.0113  11.5594  4.7452  -0.001  0.0008  0.0175
Si  26.8875  15.4007  4.7419  0.0016  -0.0016  0.0126
Si  26.8868  3.8596  4.7496  -0.0002  0.0007  0.0182
Si  26.8882  7.7057  4.7499  -0.0022  -0.0022  0.0186
Si  26.8863  11.5495  4.7426  -0.0061  -0.0003  0.0146
Si  30.7293  13.4614  6.089  -0.014  -0.0007  -0.0229
Si  30.7239  1.9207  6.0926  -0.013  0.0005  -0.0197
Si  30.7275  5.7691  6.0983  -0.015  -0.0037  -0.0129
Si  30.7273  9.6183  6.097  -0.0131  0.003  -0.0143
Si  3.7912  13.4513  6.0927  0.0143  -0.0015  -0.0167
Si  3.7884  1.9099  6.0942  0.0172  0.0013  -0.0155
Si  3.7903  5.7585  6.101  0.0164  -0.0009  -0.0159
Si  3.8002  9.6068  6.096  0.007  -0.0009  -0.0202
Si  7.6306  13.4526  6.0851  -0.0042  0.0038  -0.0125
Si  7.6278  1.9074  6.0857  -0.0083  0.0028  -0.0096
Si  7.6265  5.7571  6.0908  -0.0074  0.0055  -0.0121
Si  7.6252  9.6055  6.0935  -0.0012  -0.0024  -0.013
Si  11.5095  13.4596  6.0956  0.0042  0  -0.013
Si  11.5077  1.9171  6.0971  0.0084  0.0012  -0.0104
Si  11.5007  5.7658  6.0995  0.0132  0.0019  -0.0066
Si  11.5052  9.6158  6.1034  0.0109  0.0017  -0.0078
Si  15.3473  13.4729  6.0957  -0.0137  -0.0042  -0.0247
Si  15.3507  1.9318  6.0965  -0.0246  0.0018  -0.0229
Si  15.3452  5.7782  6.102  -0.0203  -0.0072  -0.0113
Si  15.347  9.6302  6.1049  -0.0204  0.0051  -0.0147
Si  19.1731  13.4848  6.1064  0.0201  -0.0017  -0.017
Si  19.1761  1.9402  6.109  0.0217  -0.0032  -0.0144
Si  19.1751  5.7886  6.1103  0.0181  0.0009  -0.0168
Si  19.1831  9.6375  6.1096  0.0106  -0.0035  -0.0178
Si  23.0151  13.4867  6.1061  -0.0081  0.0017  -0.0103
Si  23.0116  1.9418  6.1085  -0.008  0.0044  -0.0104
Si  23.0145  5.7862  6.111  -0.0109  -0.0027  -0.0121
Si  23.0093  9.639  6.1123  -0.0019  -0.0046  -0.0094
Si  26.8859  13.4755  6.1019  0.0074  -0.0017  -0.0145
Si  26.8867  1.9329  6.1093  0.0059  0.001  -0.0126
Si  26.8844  5.7821  6.1107  0.0076  -0.0023  -0.008
Si  26.8864  9.6317  6.1112  0.0099  0.0005  -0.0086
Si  1.8702  13.458  7.4655  -0.0183  -0.0015  0.0137
Si  1.8667  1.9127  7.4635  -0.005  -0.0029  0.0146
Si  1.8705  5.761  7.4724  0.0063  0.0061  0.0202
Si  1.8786  9.6129  7.46  0.0093  0.0014  0.0091
Si  5.7089  13.4475  7.4511  -0.0061  0.0067  0.0171
Si  5.7055  1.9045  7.4517  -0.005  0.0038  0.0161
Si  5.7072  5.7516  7.4582  -0.0024  -0.0059  0.0147
Si  5.7093  9.6071  7.4702  -0.0109  0.0013  0.0219
Si  9.5656  13.4582  7.43  -0.0026  -0.0015  0.0137
Si  9.5623  1.9036  7.429  0.0016  -0.0008  0.0129
Si  9.5577  5.7618  7.4364  -0.0059  -0.0041  0.0174
Si  9.5588  9.6106  7.4369  -0.0154  0.0023  0.0151
Si  13.4367  13.4635  7.4594  0.0151  0.0048  0.0137
Si  13.4376  1.9226  7.4563  0.0266  -0.0004  0.0186
Si  13.4279  5.7691  7.4564  0.0081  0.0004  0.0191
Si  13.4326  9.6275  7.4668  0.0168  -0.0068  0.0219
Si  17.2551  13.4834  7.4875  -0.0292  0.0005  0.0097
Si  17.2593  1.9364  7.4884  -0.0053  -0.0044  0.0143
Si  17.2579  5.7847  7.4878  0.0079  0.0066  0.0136
Si  17.2664  9.637  7.4842  0.009  -0.0018  0.0099
Si  21.0887  13.4929  7.47  -0.0141  0.0004  0.0154
Si  21.0881  1.938  7.4788  -0.0113  0.0008  0.0165
Si  21.0899  5.786  7.4738  0.0001  -0.004  0.0143
Si  21.0896  9.6449  7.4888  -0.013  0.0017  0.0179
Si  24.9526  13.486  7.4544  0.0031  -0.0046  0.0184
Si  24.9488  1.938  7.4543  0.0033  -0.0002  0.0128
Si  24.9491  5.7827  7.4603  0.007  0.0021  0.0156
Si  24.946  9.6386  7.4553  -0.0059  -0.0001  0.0105
Si  28.818  13.4655  7.4545  0.0107  0.0029  0.0087
Si  28.817  1.9232  7.4669  0.0114  -0.0003  0.0206
Si  28.8155  5.7773  7.4618  0.0095  0.0007  0.0161
Si  28.8172  9.634  7.4689  0.0091  -0.0049  0.0186
Si  1.8644  15.3802  8.8368  0.0091  0.0045  -0.0154
Si  1.8665  3.8305  8.8351  -0.0004  -0.0039  -0.0134
Si  1.8789  7.6934  8.8287  -0.0122  0.0065  -0.0208
Si  1.8772  11.5329  8.8304  0.0057  -0.0099  -0.019
Si  5.6985  15.3674  8.8081  -0.0006  0.0074  -0.0181
Si  5.6895  3.8233  8.8113  0.0024  0.0061  -0.0211
Si  5.7031  7.6719  8.8157  0.0007  -0.0176  -0.0179
Si  5.7061  11.5378  8.8275  0.002  -0.0013  -0.0108
Si  9.5665  15.373  8.799  -0.0027  0.0049  -0.0171
Si  9.5469  3.8266  8.7783  -0.0013  0.0006  -0.0222
Si  9.5548  7.6871  8.7942  0.0011  0.0073  -0.0128
Si  9.5555  11.5387  8.7892  0.006  -0.0007  -0.0154
Si  13.4562  15.3864  8.8144  -0.006  0.0103  -0.0151
Si  13.4386  3.8451  8.8124  -0.0047  -0.009  -0.0232
Si  13.4405  7.6936  8.8078  -0.0063  -0.0052  -0.0186
Si  13.4459  11.5505  8.8319  -0.0099  0.0014  -0.0103
Si  17.2558  15.4033  8.8703  0.0115  -0.0114  -0.014
Si  17.257  3.8602  8.8606  0.0025  0.0018  -0.0138
Si  17.2599  7.7139  8.8547  -0.0007  -0.001  -0.0166
Si  17.2649  11.5604  8.8596  0.0057  -0.0072  -0.0125
Si  21.0784  15.4049  8.8481  -0.0032  0.0076  -0.0206
Si  21.0729  3.8624  8.8357  0.0105  0.0013  -0.0178
Si  21.0831  7.7073  8.8336  0.0003  -0.0188  -0.0089
Si  21.0833  11.5835  8.8419  0.0026  0.0039  -0.0184
Si  24.9511  15.4074  8.8228  -0.0037  0.0089  -0.0145
Si  24.9516  3.8562  8.821  -0.0088  -0.0027  -0.0203
Si  24.9446  7.7135  8.8118  -0.0026  -0.0033  -0.0116
Si  24.9527  11.564  8.8164  -0.0012  -0.0076  -0.0057
Si  28.8315  15.3785  8.819  0.0009  -0.0115  -0.0182
Si  28.8273  3.853  8.817  -0.0005  -0.0045  -0.0172
Si  28.829  7.704  8.8135  0.0006  -0.0011  -0.0132
Si  28.8327  11.5591  8.8327  -0.0055  0.0152  -0.0149
Si  30.7292  15.3724  10.2262  -0.0309  0.0003  0.0257
Si  30.7291  3.8461  10.2154  -0.0129  0.009  0.0245
Si  30.7395  7.7081  10.2017  0.0076  0.0049  0.0158
Si  30.7501  11.5397  10.2218  -0.008  -0.0137  0.0213
Si  3.7886  15.3758  10.195  -0.0025  -0.011  0.022
Si  3.7826  3.8151  10.2043  0.02  -0.0024  0.0238
Si  3.7945  7.6668  10.1997  0.0093  0.0073  0.0206
Si  3.7888  11.5455  10.2065  -0.0131  0.0166  0.0202
Si  7.6257  15.3582  10.1462  0.0109  -0.0013  0.0027
Si  7.6199  3.8061  10.1395  0.0033  0.0048  0.0002
Si  7.627  7.6698  10.1584  -0.0034  0.0031  0.0092
Si  7.6401  11.5419  10.167  0.0119  0.0128  0.0104
Si  11.5196  15.3783  10.1257  0.0063  -0.0047  0
Si  11.4838  3.8269  10.1061  -0.0157  0.0003  -0.0032
Si  11.5009  7.6925  10.1186  0.0118  0.0112  -0.0024
Si  11.4885  11.5447  10.1287  -0.0136  0.0064  -0.0036
Si  15.3374  15.3994  10.25  -0.034  0.0039  0.0167
Si  15.3326  3.8655  10.2268  -0.0273  0.0024  0.0205
Si  15.3338  7.7051  10.2186  -0.0033  -0.0018  0.0103
Si  15.3521  11.5412  10.2412  -0.0163  0.0043  0.0184
Si  19.1716  15.4102  10.2531  -0.0079  -0.005  0.0233
Si  19.172  3.8591  10.2433  0.007  -0.0001  0.0336
Si  19.1783  7.7008  10.2292  0.0022  0.0097  0.0172
Si  19.1792  11.6002  10.244  0.0013  0.0016  0.0202
Si  23.0145  15.405  10.1799  0.022  -0.0002  0.0053
Si  23.0068  3.8538  10.1627  0.0159  0.0043  0.0007
Si  23.0123  7.7101  10.1709  0.0139  0.0054  0.0054
Si  23.019  11.5905  10.173  0.0171  -0.0011  -0.0009
Si  26.9039  15.3965  10.1522  -0.0121  -0.0123  0.0051
Si  26.9016  3.8548  10.1538  -0.0169  0.0003  0.0039
Si  26.8941  7.7159  10.1364  0.0009  0.0116  -0.001
Si  26.8944  11.565  10.1598  -0.0105  0.0015  0.0004
O  32.151  7.8628  31.5812  0.0115  0.3122  -0.2962
O  32.1509  16.0025  31.7375  0.1352  0.3567  -0.4414
O  6.9381  4.0605  31.3912  0.0507  0.5167  0.0473
O  6.722  7.2856  31.1743  -0.0872  -0.315  0.257
O  4.7189  11.7255  31.6217  -0.198  0.1494  -0.1189
O  4.2719  11.2483  29.0457  0.2694  0.4111  -0.6439
O  6.9656  15.3695  31.1416  -0.068  -0.5393  -0.0079
O  8.7601  11.9302  31.6524  -0.1044  0.4151  -0.2777
O  12.4429  3.8847  31.7057  -0.1934  -0.0331  -0.2289
O  14.9752  3.4557  31.076  0.0141  -0.2448  0.6069
O  14.4035  6.7962  31.0595  -0.101  -0.514  0.2522
O  12.261  11.4851  31.4489  -0.1259  0.1721  -0.364
O  14.7752  11.6857  30.9044  -0.0374  0.256  0.2982
O  12.1635  15.6203  31.6736  -0.1512  0.0467  -0.1759
O  14.2388  14.9573  30.2766  -0.0732  -0.4405  -0.1492
O  32.2296  2.1664  19.3938  -0.0527  0.3664  0.2503
O  29.3148  9.7682  17.775  -0.1907  0.5013  -0.0239
O  31.9389  9.835  17.9041  0.0064  0.3735  0.1307
O  30.2941  13.1318  18.3241  -0.3577  -0.3967  -0.0095
O  32.6788  13.4358  17.3577  -0.0236  -0.161  0.1246
O  17.8229  10.423  19.6803  -0.1067  0.4034  0.0491
O  5.737  14.9757  20.1637  0.0085  0.4636  -0.3823
O  4.2525  13.4988  18.5317  0.2633  -0.1981  0.2995
O  9.1267  16.9793  17.8234  -0.1227  -0.3652  0.1797
O  7.9408  13.0206  18.4114  0.0463  0.0612  0.2182
O  12.5027  4.6483  19.4415  0.0453  -0.5058  -0.1136
O  11.1675  9.4009  18.4568  -0.4904  -0.0778  0.5958
O  6.2297  11.0722  18.9617  -0.3887  0.3552  0.1794
O  30.632  13.2426  20.9693  0.0043  0.2733  0.2619
O  32.412  3.1049  29.7575  0.3615  0.1037  -0.2168
O  31.7541  5.509  30.3825  0.0743  0.1145  -0.1897
O  33.1898  9.3628  28.4826  0.523  -0.5224  0.2061
O  32.6087  11.312  30.0282  0.1644  -0.44  0.1879
O  3.9443  13.1834  25.9482  0.2564  0.3474  0.1726
O  31.8462  13.7394  30.5247  0.0491  0  -0.4644
O  31.4223  16.0754  29.2548  -0.4926  0.0476  -0.2322
O  18.8455  16.5164  28.7102  0.4095  0.3674  0.1087
O  17.0483  17.6254  27.2377  -0.4305  -0.1343  -0.0484
O  4.3048  6.9065  30.0962  -0.4502  0.0327  -0.0787
O  5.8396  16.1566  24.7975  0.2838  -0.2196  0.129
O  5.2072  9.3566  30.5248  0.0786  0.0851  -0.3653
O  5.3451  17.4151  30.6908  -0.0529  0.1608  -0.589
O  9.2066  4.423  30.0351  0.2224  0.4925  0.153
O  5.0456  4.7964  25.7285  0.1253  -0.5262  -0.2369
O  9.0427  7.4337  29.8609  0.2813  -0.2117  0.2181
O  8.0303  9.5208  31.0756  0.0858  0.2392  0.4056
O  9.2079  10.946  29.2164  0.152  -0.3278  -0.2832
O  8.5654  17.4627  30.8923  -0.0746  -0.0357  -0.2083
O  9.3045  15.2668  29.8534  -0.0962  -0.0624  -0.2266
O  12.3042  3.0182  24.6902  -0.4519  0.3409  0.186
O  13.2972  4.4999  29.3346  0.3188  0.313  0.165
O  12.2724  7.475  29.6823  -0.4055  -0.0469  0.0862
O  6.4983  12.9892  25.3971  -0.0742  0.2818  0.0111
O  13.1492  10.8373  28.9773  -0.1723  0.4143  -0.1589
O  13.1074  9.5541  20.3807  0.1672  0.137  0.3152
O  13.1462  17.3672  29.9878  -0.2725  -0.0659  -0.6047
O  10.6927  11.327  27.0532  0.0343  -0.4614  -0.0357
O  29.7732  2.4039  20.2727  -0.6338  0.3257  0.0663
O  12.9958  7.0111  20.3554  -0.1743  -0.0511  0.0263
O  30.2956  6.0907  20.1776  -0.2271  0.3189  0.4144
O  32.5541  11.5842  21.8338  0.1945  0.2162  0.1869
O  3.8557  2.6846  20.5124  -0.22  0.4352  0.1887
O  3.5797  5.5647  27.8199  -0.4401  0.109  0.0998
O  33.0277  7.6456  18.8264  -0.2058  0.1242  0.2241
O  3.2376  15.648  19.6674  -0.2505  -0.2995  0.1924
O  3.7285  13.5382  21.1476  -0.3838  -0.4191  0.1615
O  6.2779  2.2648  19.7307  0.3426  -0.1959  0.1957
O  5.1338  8.1535  21.2216  -0.5012  -0.0274  0.083
O  5.5626  6.1906  19.3285  -0.6644  -0.145  0.3305
O  6.9967  12.8605  20.8576  -0.0901  -0.3513  0.3534
O  8.4223  15.0534  20.573  -0.05  0.1263  -0.35
O  10.5141  14.8866  22.1961  -0.1223  -0.4774  0.3654
O  10.2802  3.3367  19.3491  -0.3106  0.1127  0.2744
O  8.5121  3.2103  27.7783  -0.3043  -0.4403  0.3946
O  10.2908  5.6254  20.5524  0.0831  0.3862  0.1307
O  8.4865  4.5355  22.1673  0.0086  -0.6047  0.0629
O  12.2639  11.6437  19.1644  0.047  -0.1513  0.2449
O  10.5493  13.5285  20.0136  -0.2448  -0.4508  0.3377
O  30.8537  15.2307  24.3428  -0.2687  -0.0991  -0.1339
O  17.1827  17.6996  24.5618  0.2909  0.1319  -0.3694
O  32.2226  6.5075  21.9018  0.3854  -0.0657  0.0996
O  16.1617  3.8595  21.7186  0.6153  -0.2454  0.049
O  10.3895  13.238  28.7517  0.5784  -0.3611  0.3373
O  4.6452  12.8512  23.5089  0.1191  -0.3155  -0.1573
O  9.018  5.7792  27.8242  -0.3655  -0.1411  -0.6727
O  5.9083  4.2924  21.2877  -0.2336  0.3344  -0.2848
O  33.9058  6.5552  25.4118  0.3699  -0.074  -0.1906
O  33.9325  9.1004  25.2897  -0.3024  0.4327  -0.2124
O  9.9989  15.441  27.2792  0.0557  0.3755  -0.0767
O  6.3939  5.3997  23.5366  -0.1237  0.4004  -0.1142
O  10.447  15.9693  24.6243  0.0702  0.1834  0.181
O  5.0243  10.8859  25.3038  -0.0345  0.0891  0.0785
O  6.8111  8.4549  19.2896  0.4296  0.0186  -0.0995
O  7.5389  3.9465  25.4134  0.3032  0.0272  -0.2487
O  13.5589  3.6148  22.3853  -0.1031  0.2926  0.0618
O  9.2258  8.797  21.5248  -0.0032  -0.356  -0.5494
O  32.9953  13.9781  23.3559  -0.146  -0.0015  -0.2236
O  10.6634  16.15  19.8098  0.1709  -0.0812  0.1105
O  9.3258  11.1895  22.5382  0.2252  0.6544  -0.1577
O  8.6352  11.4642  24.9732  -0.1596  -0.2715  0.2263
O  3.8008  17.2532  26.0364  0.1304  -0.0507  0.066
O  8.4016  16.845  25.801  -0.0296  -0.0578  -0.5483
O  15.2579  9.8459  27.6864  0.022  0.4766  0.1279
O  8.5424  10.932  20.0727  0.3749  0.0312  -0.3832
O  6.7779  14.9492  22.5965  0.5096  -0.088  0.2069
O  15.3175  17.057  22.7181  -0.0969  -0.6309  -0.0508
O  13.7117  9.2965  30.9977  0.2351  0.035  0.3148
O  33.0572  11.7428  27.4321  -0.2719  -0.4109  -0.222
O  21.7988  17.4068  26.9905  -0.034  -0.2276  0.7434
O  12.637  14.8896  23.8935  0.2471  -0.2627  -0.4523
O  5.0712  15.4125  27.3271  0.4754  -0.4837  -0.0428
O  13.0045  8.645  27.4126  -0.0084  -0.1871  -0.2906
O  16.5029  8.1719  23.9249  -0.2183  0.2373  0.2348
O  16.5195  9.0249  21.4399  -0.3832  0.1353  -0.3883
O  14.7207  17.527  25.239  0.2823  0.3197  0.2648
O  7.195  6.5857  21.2774  0.5761  0.1842  0.0556
O  10.969  4.0074  28.1353  -0.0116  -0.4287  0.0197
O  17.894  4.3694  25.9952  -0.3405  0.2403  -0.2507
O  32.0013  7.8869  26.714  -0.1618  -0.4593  -0.0279
O  9.8783  6.6506  22.9542  -0.1974  -0.0815  0.4653
O  4.2166  15.4081  22.8941  -0.6048  0.4947  0.1338
O  10.5654  7.8626  27.7501  -0.0773  0.4648  -0.3737
O  21.1158  17.5844  30.1165  -0.102  -0.0369  -0.2531
O  19.0819  9.4771  21.7304  0.0324  0.263  0.0716
O  31.1428  7.778  29.1707  -0.2039  0.1007  -0.0181
O  15.6935  12.7952  23.8162  -0.5535  -0.4685  0.0603
O  11.7605  17.0757  22.5768  -0.0931  -0.0116  -0.6277
O  7.0297  6.5314  25.7449  0.4557  0.1385  -0.3343
O  23.096  9.4156  18.4361  0.3811  -0.2366  0.4855
O  16.7709  7.8295  31.4579  0.0933  0.4668  -0.2966
O  16.3049  15.7938  31.7861  -0.1704  0.3393  -0.1414
O  22.5342  4.2465  31.0122  -0.0536  0.2454  0.2242
O  20.0132  4.0846  31.6068  -0.2706  0.3132  -0.1485
O  22.194  7.3675  31.2019  -0.1168  -0.3292  0.058
O  20.0144  11.7992  31.6053  -0.1273  0.3516  -0.0145
O  22.0694  11.6023  30.0177  -0.0202  0.5267  -0.3555
O  19.8846  15.7472  31.6051  -0.1522  -0.1747  -0.2914
O  22.4691  15.647  31.2593  -0.1903  -0.4497  0.4175
O  24.2585  12.0122  31.5248  0.0358  0.4782  -0.1745
O  27.7618  4.1461  31.8174  -0.1118  0.1576  -0.3256
O  30.2266  3.4337  31.195  -0.0969  -0.083  0.3034
O  29.7184  6.8965  31.2181  -0.1837  -0.5768  0.0748
O  27.6641  11.6065  31.4939  -0.184  0.2529  -0.524
O  30.1886  11.8066  30.9859  -0.1348  0.3775  0.3324
O  29.7268  15.1952  31.0888  0.0025  -0.466  0.2967
O  14.9259  14.4053  16.7243  -0.1957  -0.1251  0.1894
O  16.7656  2.0392  18.9865  0.1265  0.3847  0.0715
O  13.86  6.2663  17.9097  -0.3892  0.3288  -0.1724
O  16.5173  6.0565  17.7308  0.1064  -0.061  -0.1677
O  13.5995  9.8086  17.7546  -0.0876  -0.1434  -0.0666
O  16.0925  9.319  18.0922  -0.22  -0.2287  0.4896
O  15.2292  12.7756  18.7007  -0.1756  -0.4827  0.3441
O  17.3203  13.4292  17.2751  -0.0048  -0.0793  -0.1022
O  2.7782  10.0737  19.8856  0.1664  0.4363  -0.2641
O  21.009  15.2629  19.722  0.0793  0.4333  -0.4419
O  19.7186  13.4152  18.3267  0.3963  -0.3263  0.0417
O  20.5382  9.5592  18.1393  -0.0843  -0.2111  -0.1353
O  23.4466  13.3744  18.4086  -0.0573  0.0507  0.0692
O  28.2493  4.8391  19.1533  0.1997  -0.5075  0.1473
O  26.0864  6.0381  18.3908  -0.0157  0.5821  0.25
O  26.8435  9.3861  18.3862  -0.1326  0.2399  0.4724
O  21.8142  11.5594  19.2866  -0.4084  0.2891  -0.2734
O  13.1195  13.9833  19.7171  -0.275  0.5203  0.0027
O  26.4009  5.615  20.933  0.159  0.1193  -0.0718
O  16.5439  5.4471  30.2929  0.3276  0.0109  -0.2747
O  15.8339  7.5927  28.9514  -0.4686  -0.184  -0.4201
O  17.2524  11.093  30.1975  0.1448  -0.4521  0.2089
O  19.4082  12.5121  26.0084  0.0348  -0.1616  0.1719
O  16.4826  13.5912  30.4177  0.559  -0.0239  -0.3841
O  33.9953  16.6586  28.8475  0.5247  0.1345  0.0119
O  32.5069  17.2987  24.5819  0.617  0.1836  -0.4783
O  19.8866  6.9885  29.9511  -0.6058  0.0853  0.1211
O  20.6351  2.4772  22.3775  -0.1981  0.3456  0.6449
O  19.6309  11.1605  29.0601  0.1719  0.2567  -0.5372
O  20.6687  9.4244  30.6299  -0.1024  0.0111  -0.0146
O  24.9828  4.6035  30.0756  0.4886  0.5017  0.0352
O  20.4605  4.995  25.5248  -0.1359  -0.0803  0.0059
O  24.383  7.6172  29.7117  0.1756  -0.3631  0.0295
O  23.4659  9.6439  31.0013  -0.1484  0.2164  0.3567
O  24.3997  11.0573  28.969  0.0445  -0.427  -0.2174
O  24.2239  17.6216  30.8747  0.1947  -0.0614  -0.474
O  24.7087  15.3006  29.942  -0.2382  -0.1194  -0.3249
O  28.0196  6.1814  27.6224  0.5309  -0.023  -0.4062
O  28.5607  4.3554  29.4054  0.1991  0.3777  -0.0081
O  27.6695  7.7084  29.7636  -0.4388  -0.1871  0.1023
O  23.8983  12.8561  27.0555  -0.4669  0.2431  0.2544
O  28.5788  10.929  29.0719  -0.4701  0.4562  0.0304
O  20.4512  7.159  21.019  -0.3767  -0.1264  -0.1853
O  28.2117  17.3069  30.4793  0.0102  0.113  -0.2002
O  27.3293  14.859  30.1537  0.1739  -0.4143  -0.1903
O  26.209  11.5823  27.0152  -0.0923  -0.5065  -0.0806
O  14.4976  2.2997  20.3037  -0.5826  0.124  -0.0514
O  28.5767  7.3843  18.6327  -0.0939  0.0063  -0.067
O  14.9848  5.3312  20.0349  0.043  -0.4288  -0.0836
O  21.153  8.6169  25.9084  -0.0955  0.3447  0.0745
O  28.712  9.3463  20.3095  0.1993  0.2695  -0.0303
O  15.3252  15.3114  19.5381  0.1066  0.0273  -0.0118
O  18.9084  2.467  20.3801  -0.2671  -0.0596  0.4456
O  11.0426  4.2693  22.727  -0.0626  0.0943  0.2823
O  17.6064  5.3477  19.9777  0.275  -0.3263  0.1846
O  17.9528  7.8021  19.1244  0.3542  -0.0244  0.385
O  18.4317  15.4323  19.4359  -0.1997  -0.4015  -0.0265
O  19.5467  13.5162  20.9589  0.1379  -0.5436  -0.0048
O  21.4845  2.6023  19.8536  0.4979  -0.2228  0.3235
O  28.7512  11.3071  26.5113  0.3832  -0.0059  -0.5334
O  22.6486  13.5342  20.8664  0.0249  -0.3131  0.5793
O  23.496  15.8118  19.8107  -0.2957  0.1228  -0.5086
O  25.3702  16.6024  21.3493  0.3101  -0.1133  0.2426
O  25.888  3.581  19.2694  -0.3905  0.0699  0.175
O  23.8078  3.3963  28.0912  -0.0368  -0.196  0.1745
O  9.8949  9.1637  24.0266  -0.0598  -0.4378  0.7434
O  24.6167  5.6096  22.9007  0.0096  0.0619  0.7245
O  26.7897  12.1101  19.9035  0.4242  -0.259  -0.2537
O  25.8275  14.5532  19.819  -0.1124  -0.1214  0.1871
O  20.7158  4.6266  29.1272  -0.1045  -0.3687  -0.6307
O  27.5994  3.0906  24.7862  -0.4396  -0.1932  0.1568
O  16.3222  6.4568  22.0093  0.0316  -0.1423  0.5336
O  31.2779  4.1092  21.6127  0.6413  -0.1805  0.2589
O  25.7735  13.1934  28.9482  0.2375  -0.2356  0.2446
O  19.904  13.0203  23.503  0.2406  -0.1805  0.1241
O  18.6387  13.9523  28.0849  -0.3294  -0.1798  0.3282
O  30.0107  10.9002  21.9198  -0.1654  0.1269  0.1222
O  12.5043  6.0318  27.4346  0.1836  0.0503  -0.4124
O  24.4987  5.8931  27.7933  -0.4212  -0.0941  -0.4128
O  21.312  16.5061  24.5366  0.4896  0.0231  0.0542
O  20.2681  4.6406  20.9794  -0.3799  0.1292  0.6117
O  18.4627  6.6546  25.0241  0.3301  -0.0098  -0.609
O  18.7651  9.1662  24.8937  -0.1703  0.34  0.166
O  26.2669  15.5222  27.8413  -0.1685  0.3816  -0.0161
O  22.1282  4.9176  23.4557  -0.4923  -0.3031  -0.3105
O  24.4509  16.8369  23.7155  -0.1875  -0.1312  -0.1009
O  20.7595  10.7944  24.5192  0.2551  0.0946  -0.3089
O  27.0144  12.1647  24.6259  0.3774  0.3212  -0.2806
O  22.9369  3.9146  25.6629  0.1389  0.0636  -0.1649
O  5.7642  17.3806  22.3723  0.0576  0.1408  0.4252
O  28.8242  3.5667  22.4552  0.1131  0.3445  0.0779
O  11.9301  13.4701  26.0396  -0.1137  0.0235  0.4047
O  28.0454  9.4154  22.826  0.0802  0.2805  0.548
O  26.0094  9.8981  21.2017  0.0475  -0.4701  -0.6337
O  17.5562  13.962  22.5095  -0.1155  0.3674  -0.1044
O  25.7286  12.2308  22.3323  0.1919  0.4453  -0.1433
O  23.7316  14.7263  25.1663  -0.6121  0.1419  0.0872
O  24.3317  12.2052  24.5631  -0.3644  -0.4488  0.0032
O  19.3943  17.6666  25.9215  0.0815  0.2109  -0.0406
O  24.3023  17.0706  26.2486  0.1411  -0.116  0.1717
O  23.7137  3.3084  22.0085  -0.1894  -0.3026  -0.1859
O  30.7247  9.9856  27.781  0.1159  0.2504  0.0404
O  24.2559  11.5646  20.2033  0.128  -0.3303  0.1281
O  22.1399  15.732  22.1279  0.3098  -0.175  0.3084
O  19.1053  6.0395  27.5611  -0.4452  0.1615  0.136
O  30.7476  17.1502  22.6071  0.1136  -0.5075  -0.2362
O  29.1399  9.4253  31.1418  0.5554  0.1274  0.0536
O  30.3268  8.31  22.1494  -0.1275  -0.2772  -0.2184
O  8.3064  12.5049  27.3057  -0.3996  0.0608  0.2557
O  6.9137  10.0195  21.9918  -0.1474  0.316  -0.0195
O  17.7785  9.267  28.4817  0.5912  -0.4397  0.2149
O  6.2257  17.6714  26.9319  -0.0549  0.0197  0.3793
O  26.1969  15.5254  25.2216  0.2115  -0.2977  -0.4761
O  32.1305  13.5565  25.8369  -0.3665  0.0285  0.2725
O  20.2586  15.3594  26.708  -0.0361  -0.4638  -0.2634
O  8.7632  14.1692  25.3306  0.1359  -0.1281  -0.1875
O  28.4811  8.7994  27.4604  -0.0345  -0.1117  -0.5862
O  31.8904  7.7495  24.1859  -0.4953  -0.0619  0.2573
O  32.8829  9.0173  22.1749  0.3222  -0.0324  0.0829
O  16.9889  13.5907  26.0123  -0.0413  0.319  0.0783
O  30.054  17.6845  25.0834  0.065  0.46  0.1697
O  7.9146  8.1632  27.573  0.0786  0.5119  -0.1336
O  26.3965  4.0895  27.8998  -0.1759  -0.544  -0.4046
O  33.2684  4.1116  25.8788  -0.1381  0.2345  -0.1896
O  16.7671  8.0647  26.4526  -0.1315  -0.2602  -0.032
O  4.72  14.9008  29.9104  0.1282  -0.6879  -0.1655
O  27.7532  13.7956  26.5255  0.3185  0.022  0.0716
O  19.6037  15.5035  22.7654  -0.4135  0.2438  -0.1115
O  26.063  7.9907  27.7261  0.1127  0.2717  -0.5927
O  23.5149  8.2779  27.2182  0.2114  0.5061  -0.3056
O  5.9671  6.5272  28.1438  0.3263  -0.0842  0.0938
O  32.1912  17.5495  27.2259  -0.5612  0.0517  -0.1345
O  20.8798  8.5438  23.2387  0.5828  -0.2881  0.2438
O  12.7789  16.1369  26.1927  -0.1497  -0.1186  0.5268
O  13.1956  11.0795  26.3759  0.2022  0.2233  -0.1384
O  21.8943  12.9652  25.3001  -0.0576  0.1061  -0.0191
O  26.224  3.1743  22.65  -0.1577  0.264  -0.1666
O  22.6004  6.5082  25.493  0.4173  0.134  -0.2659
O  20.835  15.0497  29.2783  0.1172  -0.2618  -0.1496
O  21.5242  6.8539  27.8971  0.1768  0.1497  0.1039
O  14.3004  8.1438  22.3682  -0.1769  -0.1187  0.6417
O  5.3497  8.8162  23.7683  0.0618  -0.4167  0.1145
O  28.8208  3.6855  26.9531  0.3803  0.2181  -0.1484
O  25.6766  10.0428  23.7864  -0.3439  -0.1386  0.4501
O  6.7287  11.4775  29.9763  -0.1633  0.1781  -0.4401
O  16.3301  15.9737  29.1646  -0.1268  -0.0084  -0.3591
O  28.2653  16.4755  26.48  0.0767  -0.0258  0.3777
O  32.723  5.1949  19.6457  0.3998  -0.537  0.1729
O  11.2335  11.4054  24.52  0.3248  0.1567  -0.5589
O  17.5162  11.6746  27.6184  -0.3373  -0.2842  -0.2524
O  17.2843  18.3584  29.8312  0.4358  0.1105  -0.3055
O  28.4027  14.1598  19.7201  -0.1211  0.3769  -0.0765
O  4.2502  10.4769  22.0141  0.1008  0.4763  0.3486
O  22.7299  5.6334  21.0696  0.4565  0.2259  -0.2111
O  15.3013  13.2608  21.2431  -0.3177  -0.0136  0.2479
O  13.2128  3.3496  27.0255  0.2504  0.0144  0.0192
O  11.8743  15.3107  29.0966  0.3917  -0.1885  -0.3818
O  33.6208  14.2153  28.0343  -0.2519  0.0118  0.3512
O  5.5151  8.5595  26.4251  -0.2688  0.076  0.1995
O  14.3772  14.015  25.7638  0.1182  -0.1528  0.6895
O  30.7003  15.4273  19.5403  0.1247  -0.1495  -0.1264
O  27.21  5.4024  23.426  0.3033  0.3605  0.5161
O  21.5227  9.4086  20.6625  0.2446  -0.1629  0.0921
O  30.8467  12.6974  23.5783  -0.2703  -0.3479  0.3921
O  5.0308  4.4438  29.6694  0.0594  -0.284  -0.399
O  11.7304  8.353  22.2812  0.0542  0.2347  0.5408
O  16.0916  15.3592  24.4188  0.3091  -0.1643  -0.4216
O  17.1867  11.4542  22.036  -0.0634  -0.0196  0.3047
O  26.1153  7.6706  22.6036  -0.1332  0.0836  -0.0362

Results
total energy: -216423.256 eV
total energy less fixed offsets of O -438.35, Si -107.03 eV per atom: -7.276 eV
